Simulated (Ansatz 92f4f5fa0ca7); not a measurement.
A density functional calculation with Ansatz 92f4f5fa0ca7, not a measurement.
Periodic cell of 223 atoms, Si133O90, from a study of silicon, its oxide and their interface. The atomic structure is a simulated model.
Doubt: the cutoff is far below the 930 eV that the study's wrapper takes by default for these files, so forces and energies are approximate.
This geometry differs little from another in the collection (a relaxation step or a small displacement).

Settings: functional PBE; potential files Ansatz PAW; basis plane waves; wave-function cutoff 580 eV; density cutoff ratio 5; exchange-correlation grid ratio 1; k mesh 1 x 1 x 1, Gamma-centred; self-consistency stop 5e-08 eV per atom in the density residual; occupations fixed; spin none; net charge 0.

Cell vectors (angstrom)
a	10.938	0	0
b	0	10.938	0
c	0	0	32.7175

Atoms: element, x, y, z (angstrom)
Si	0.2192	-0.2972	25.4238
Si	4.9222	0.3253	25.1675
Si	2.8559	2.8113	25.5522
Si	8.0233	2.9603	25.1732
Si	-0.5062	5.551	25.0614
Si	5.7221	5.1615	25.165
Si	2.3849	8.4012	25.504
Si	8.381	7.9812	25.2073
Si	1.2498	1.4922	26.6145
Si	6.7957	1.3072	26.354
Si	4.2137	4.2084	26.7283
Si	9.4328	4.1211	26.6338
Si	1.2399	6.6116	26.4493
Si	6.8069	6.8118	26.4865
Si	4.1156	9.5583	26.6036
Si	9.4607	9.534	26.5949
Si	2.6925	0.0417	27.9351
Si	8.1368	0.0246	27.8857
Si	-0.082	2.8068	27.9695
Si	5.5362	2.6866	27.9276
Si	2.7065	5.4981	27.9477
Si	8.1362	5.5221	27.9681
Si	-0.0114	8.1484	27.9003
Si	5.4989	8.1921	27.9107
Si	4.1018	1.3673	29.2992
Si	9.5708	1.3673	29.2992
Si	1.3673	4.1018	29.2992
Si	6.8362	4.1018	29.2992
Si	4.1018	6.8362	29.2992
Si	9.5708	6.8362	29.2992
Si	1.3673	9.5708	29.2992
Si	6.8362	9.5708	29.2992
Si	0	0	30.6665
Si	5.469	0	30.6665
Si	2.7345	2.7345	30.6665
Si	8.2035	2.7345	30.6665
Si	0	5.469	30.6665
Si	5.469	5.469	30.6665
Si	2.7345	8.2035	30.6665
Si	8.2035	8.2035	30.6665
Si	1.3673	1.3673	32.0337
Si	6.8362	1.3673	32.0337
Si	4.1018	4.1018	32.0337
Si	9.5708	4.1018	32.0337
Si	1.3673	6.8362	32.0337
Si	6.8362	6.8362	32.0337
Si	4.1018	9.5708	32.0337
Si	9.5708	9.5708	32.0337
Si	2.7345	0	0.6835
Si	8.2035	0	0.6835
Si	0	2.7345	0.6835
Si	5.469	2.7345	0.6835
Si	2.7345	5.469	0.6835
Si	8.2035	5.469	0.6835
Si	0	8.2035	0.6835
Si	5.469	8.2035	0.6835
Si	4.1018	1.3673	2.0507
Si	9.5708	1.3673	2.0507
Si	1.3673	4.1018	2.0507
Si	6.8362	4.1018	2.0507
Si	4.1018	6.8362	2.0507
Si	9.5708	6.8362	2.0507
Si	1.3673	9.5708	2.0507
Si	6.8362	9.5708	2.0507
Si	0	0	3.418
Si	5.469	0	3.418
Si	2.7345	2.7345	3.418
Si	8.2035	2.7345	3.418
Si	0	5.469	3.418
Si	5.469	5.469	3.418
Si	2.7345	8.2035	3.418
Si	8.2035	8.2035	3.418
Si	1.3926	1.3303	4.7775
Si	6.8516	1.356	4.8222
Si	4.1034	4.1093	4.7466
Si	9.6002	4.0645	4.8211
Si	1.3889	6.8253	4.7788
Si	6.9297	6.8063	4.7589
Si	4.151	9.5458	4.8273
Si	9.5312	9.5894	4.73
Si	2.7249	-0.0511	6.1887
Si	8.2649	0.0069	6.2059
Si	0.0748	2.7129	6.1832
Si	5.469	2.7687	6.1255
Si	2.8063	5.5029	6.1507
Si	8.2473	5.4346	6.1991
Si	-0.0558	8.1997	6.0243
Si	5.708	8.2685	6.13
Si	3.8889	1.6022	7.4031
Si	9.8576	1.1272	7.5248
Si	1.6988	3.8744	7.4525
Si	6.5845	4.3484	7.4928
Si	4.5124	6.6866	7.3008
Si	9.4778	7.0027	7.4779
Si	1.0219	9.723	7.4036
Si	7.3154	9.3305	7.6626
O	9.5269	6.8922	24.7035
O	3.8898	1.5947	25.1799
O	8.3572	8.0963	7.9855
O	2.7941	2.7299	7.9323
O	6.8609	4.0476	24.6996
O	0.5466	13.3301	22.9067
O	5.486	5.5095	7.9791
O	0.0035	-0.0451	8.0165
O	7.19	3.6174	8.8413
O	7.0981	9.9602	9.1848
O	10.2414	6.4678	8.8421
O	1.4543	8.6633	8.6119
O	5.4191	-0.212	11.0019
O	1.1098	4.5185	8.8423
O	9.1139	1.7319	8.8761
O	3.9936	7.7904	8.408
O	7.7151	8.679	23.8684
O	3.1679	2.0015	22.3695
O	5.0557	5.6235	23.7318
O	2.4205	3.6861	24.211
O	6.9002	1.0658	20.0983
O	-0.4598	4.7411	23.5909
O	1.3952	9.632	25.9944
O	4.7506	10.9057	23.553
Si	12.1437	0.3146	14.3004
Si	0.4895	8.0233	20.3598
Si	4.9109	17.3412	22.3088
Si	-1.633	12.4995	15.0768
Si	-5.8918	1.2857	16.8753
Si	5.9661	9.5053	17.8385
Si	-6.7963	0.2898	10.136
Si	2.0208	3.0898	22.7368
Si	0.7306	-1.1706	17.9051
Si	4.1708	-1.6898	13.9049
Si	4.8612	1.4246	13.8246
Si	1.3645	9.4732	22.9347
Si	-0.2041	3.5577	17.0408
Si	1.8076	-2.4334	15.348
Si	3.721	0.4663	22.3527
Si	8.5887	6.9833	20.0943
Si	-3.2614	1.5553	12.3564
Si	-1.6445	14.8463	19.8635
Si	6.3318	7.7222	12.7228
Si	13.3901	16.5693	20.8776
Si	-8.8441	12.354	16.9628
Si	-2.477	3.0093	9.67
Si	1.3542	4.903	12.3272
Si	-3.8874	8.5125	22.3908
Si	10.8152	5.1853	9.6718
Si	-4.345	2.4085	19.2384
Si	6.5672	6.7044	17.6591
Si	-4.0446	-0.89	10.8069
Si	-0.8395	3.2732	22.9
Si	6.0498	10.7094	20.5864
Si	3.504	7.0691	11.9956
Si	2.8661	8.4241	9.3832
Si	-5.9009	4.9088	19.6737
Si	8.2022	7.1078	15.058
Si	8.7125	9.8889	16.5665
Si	13.4923	2.0378	12.2161
Si	0.1707	5.8202	14.9876
O	1.7163	3.3812	11.8537
O	3.247	-1.0327	9.8966
O	3.4296	8.7083	15.2507
O	9.5668	13.7498	16.1233
O	0.4266	5.5814	11.1578
O	3.422	5.1657	19.6389
O	2.2599	11.7624	15.4455
O	-6.304	0.9348	8.7197
O	12.8456	4.2793	21.6227
O	8.9166	2.5665	23.8103
O	-0.8191	-1.0672	17.392
O	-9.8306	9.6203	14.356
O	16.4799	7.8894	22.5008
O	5.3655	14.2566	19.8187
O	-1.8952	5.4516	20.2429
O	10.7275	11.8611	14.7104
O	-0.5734	14.6632	18.634
O	11.2253	-11.4903	23.7873
O	3.6959	2.4449	13.3112
O	-5.6639	1.7678	15.3476
O	5.1293	6.7722	12.0973
O	-2.4026	8.6581	15.4946
O	5.6301	27.5169	21.0331
O	8.6066	1.9432	13.6497
O	0.1371	5.0232	16.4091
O	-1.2583	3.2687	21.3172
O	7.6318	7.1522	18.8041
O	-5.2285	8.7473	13.8392
O	-15.6342	-8.956	17.7135
O	23.4557	0.871	12.8229
O	1.378	0.3185	17.9203
O	3.3035	8.5269	12.7152
O	-3.0045	7.4969	21.4854
O	0.5388	4.8255	13.7424
O	-3.9878	9.9946	21.7347
O	-3.3832	20.7305	17.6856
O	4.602	0.3371	21.0175
O	1.2582	6.5746	20.3019
O	12.4102	-2.1985	16.9055
O	-16.2848	7.9893	17.3688
O	-3.0151	11.0059	11.6701
O	2.7146	-5.1576	12.596
O	3.6012	12.7077	17.4656
O	-2.479	11.3089	15.7996
O	5.7	5.4627	18.2749
O	2.2427	8.4401	23.8619
O	-5.8243	-0.3502	16.9694
O	1.2003	2.7538	16.9758
O	-2.9964	14.2174	19.2502
O	-3.5917	17.29	16.2564
O	2.4215	10.4472	22.1947
O	-3.96	-2.3868	11.4677
O	-4.7908	1.6651	12.8791
O	7.9438	2.6231	11.1592
O	22.9406	20.1209	19.3826
O	9.6153	6.3892	14.7803
O	7.4472	6.9349	13.6048
O	-8.1451	7.306	10.5526
O	-1.3371	4.1354	9.8419
O	5.6821	-1.3112	19.4296
O	15.1649	-0.0842	13.7195
O	0.5167	8.5879	21.8802
O	-1.0244	-3.0773	19.8235
O	12.2178	-3.9205	14.9722
O	-7.612	6.5125	21.9451
O	3.2644	1.4253	10.8898

Results
free energy: -135736.489 eV
free energy less fixed offsets of O -568.88, Si -635.61 eV per atom: -1.159 eV

Forces (eV/angstrom), in the order of the atoms: element, x, y, z
Si	-0.0053	0.0085	0.0183
Si	-0.0013	-0.003	-0.004
Si	-0.0057	0.006	0.0188
Si	0.0016	-0.0107	0.0031
Si	0.0385	0.0108	-0.0058
Si	-0.0146	0.013	0.0073
Si	-0.0003	-0.0045	0.0083
Si	-0.0061	0.0104	0.0043
Si	0.0021	-0.0061	-0.0109
Si	0.0049	-0.0046	0.0086
Si	-0.0016	-0.0005	-0.0002
Si	0.0024	-0.0139	0.0052
Si	-0.0035	-0.0081	0.0034
Si	0.0009	-0.0049	-0.0059
Si	0.0013	-0.0076	-0.0007
Si	-0.0113	0.0045	0.0008
Si	-0.0052	-0.0056	0.0137
Si	0.0044	0.0005	-0.0017
Si	-0.0004	0.0083	0.0028
Si	-0.0036	-0.0013	0.0081
Si	0.0022	0.0078	-0.0028
Si	-0.0058	0.0042	0.0153
Si	0.0025	-0.0053	0.0094
Si	-0.003	0.0058	0.0011
Si	0.0959	0.0116	-0.0312
Si	-0.4584	0.0199	-0.0869
Si	0.0283	0.0599	0.1781
Si	0.0564	-0.1987	0.2121
Si	-0.1394	0.3905	-0.0376
Si	-0.1022	0.0543	0.158
Si	-0.0869	-0.2335	-0.1748
Si	0.0041	0.0274	-0.0513
Si	-0.0414	-0.1517	-0.0599
Si	-0.1108	-0.0592	-0.0011
Si	0.0516	0.0049	-0.0328
Si	0.0068	0.0263	0.0529
Si	-0.0172	-0.0058	0.0236
Si	-0.0967	-0.1691	-0.0361
Si	0.0829	0.0956	0.0119
Si	0.1212	0.0282	-0.0081
Si	0.0239	0.0173	-0.0299
Si	0.0142	0.0183	-0.0354
Si	-0.0612	0.06	0.0055
Si	0.0456	-0.0539	-0.0185
Si	-0.0022	0.036	-0.0452
Si	-0.0166	0.0666	-0.0346
Si	-0.0231	-0.008	-0.0065
Si	-0.0573	0.0259	0.0155
Si	0.0323	-0.047	0.0255
Si	0.0073	0.0013	0.0341
Si	-0.0292	0.0368	0.0112
Si	0.001	-0.0535	0.0049
Si	0.0115	-0.0202	0.0305
Si	0.0477	-0.0352	0.0106
Si	0.0785	-0.076	0.0011
Si	-0.0569	0.0391	0.0027
Si	-0.0238	0.0851	0.0274
Si	0.0428	0.0043	-0.0131
Si	-0.0203	-0.0594	0.0103
Si	-0.0286	0.0491	0.0215
Si	0.0414	0.0503	-0.0023
Si	0.0071	0.1566	-0.0172
Si	-0.0164	0.0611	0.0313
Si	-0.0223	-0.1087	-0.0077
Si	-0.0167	0.05	-0.2276
Si	-0.0036	0.0177	0.2272
Si	-0.0366	-0.1034	-0.1478
Si	0.1139	-0.1206	0.2331
Si	0.0014	-0.1628	0.1479
Si	0.1664	0.1537	-0.118
Si	0.2883	0.0072	0.1495
Si	0.0837	-0.05	-0.6157
Si	0.0006	0.0004	0.0003
Si	-0.0007	-0.0026	-0.0041
Si	-0.0015	-0.003	-0.0037
Si	0.0001	-0.0001	-0.0067
Si	-0.0011	-0.004	-0.0051
Si	0.0062	0.0031	0.0005
Si	-0.0046	0.0006	-0.0013
Si	-0.0031	-0.0053	-0.0042
Si	0.0011	-0.0032	0.0076
Si	-0.0019	0.005	0.0052
Si	-0.0029	-0.0018	0.0025
Si	0.0034	-0.0004	0.0065
Si	-0.0004	0.0057	0.0047
Si	-0.0012	0.0004	0.0028
Si	0.0055	0.0006	0.0097
Si	-0.0044	-0.0007	0.0078
Si	0.007	-0.0111	-0.0133
Si	-0.0091	0.0149	-0.0134
Si	-0.0065	0.0124	-0.0015
Si	0.0102	-0.0106	-0.012
Si	-0.0104	0.012	-0.0185
Si	0.0078	-0.0091	-0.0137
Si	0.0178	-0.0081	-0.0238
Si	-0.0055	0.0033	-0.0093
O	-0.0092	-0.0039	0.0004
O	-0.0026	0.0021	-0.0034
O	-0.0026	0.0031	0.0059
O	-0.0032	0.0006	0.0098
O	0.0042	0.005	-0.0067
O	0.0006	0.0032	0.0002
O	0.002	-0.0024	0.0146
O	-0.0023	0.0029	0.0144
O	-0.0001	-0.0005	0.0049
O	-0.0013	0.0023	0.0095
O	0.0018	-0.0015	0.0064
O	0.0004	-0.003	0.0097
O	0.0046	-0.0008	0.0009
O	0	-0.0002	0
O	-0.0012	-0.0002	0.0063
O	-0.0046	0.0018	0.0117
O	-0.001	-0.0017	-0.0014
O	0.0025	-0.0026	0.0044
O	0.0038	-0.0002	0.0019
O	0.0006	-0.0013	-0.0059
O	-0.0012	0.001	0.0041
O	-0.0068	-0.0044	0.0077
O	0.0168	0.0057	-0.0076
O	-0.0021	0.0022	0.0019
Si	-0.001	0.0001	0.0051
Si	-0.0017	0.0026	0.001
Si	0.0007	0.0033	0.0066
Si	0.001	0.0008	0.004
Si	0.0009	-0.0001	0.0029
Si	0.0016	0.002	-0.0027
Si	-0.0005	-0.0039	-0.0087
Si	-0.0013	-0.0001	0.0042
Si	-0.0003	0.0015	-0.0022
Si	-0.0033	0.0015	0.0031
Si	0.0012	0.0008	0.0031
Si	0.0004	-0.0017	0.0106
Si	0.0005	0.0002	0.0006
Si	-0.0008	-0.0006	0.0016
Si	-0.0004	-0.0019	0.0041
Si	-0.0027	0.0017	0.0014
Si	0.0009	0.0049	-0.0003
Si	0.0025	-0.0035	0.0018
Si	0.0027	0.0013	0.0021
Si	-0.0018	-0.0018	0.0051
Si	0.0008	0.0025	0.0007
Si	-0.0014	0.001	-0.0034
Si	-0.006	0.0004	-0.0021
Si	-0.0019	0.0029	0.0066
Si	0.0014	-0.0012	-0.0039
Si	0.0019	0.0033	-0.0044
Si	0.0015	0.0017	0.0006
Si	-0.0032	0.0023	-0.0081
Si	-0.0009	-0.0006	-0.0026
Si	-0.0005	-0.0017	0.0006
Si	-0.0035	0.0039	-0.0022
Si	0.0037	0.0077	-0.005
Si	0.0041	0.0036	-0.0006
Si	0.004	0.0014	0.0061
Si	-0.0005	0.0005	0.0012
Si	0.0013	-0.004	-0.0033
Si	-0.0015	0.0028	0.0023
O	0.002	0.0008	0.0016
O	0.0024	-0.0046	-0.0011
O	0.0019	0.001	-0.0005
O	-0.0002	-0.0005	-0.0007
O	0.0054	0	0.007
O	-0.0012	0.0005	0.0021
O	0.0001	0	0.0008
O	0	-0.0029	0.0097
O	0.0019	0.0066	-0.0009
O	0.0014	0.0045	0.0001
O	0.0014	0.0007	0.0019
O	0.0011	0.0014	0.001
O	0.0023	-0.0019	0.0004
O	0.0002	-0.0012	0.0033
O	-0.0006	0.0016	0.0023
O	0.001	0.0024	-0.0001
O	0.0002	0.0008	0.0002
O	0.0018	-0.0055	-0.0084
O	0.0028	0.0009	0.0007
O	-0.0005	0	-0.0029
O	0.0017	-0.0011	0.0008
O	-0.0013	-0.0016	0.0014
O	0.0002	-0.0013	-0.0005
O	0	0.0003	-0.001
O	0.0005	0.0002	-0.0006
O	-0.0016	-0.0004	-0.0027
O	-0.0003	-0.0008	0.0005
O	0.0004	-0.0003	0.0007
O	-0.0004	0.0004	0.0014
O	-0.0001	0.0009	0.001
O	0.0006	0.0009	0.001
O	0.0018	-0.0001	0.0014
O	0.0024	-0.0016	-0.0018
O	0.0013	0.0004	0.0007
O	-0.0008	0.0009	0.0013
O	-0.0006	0.001	0.0009
O	0.0031	0.0003	-0.0012
O	-0.0008	0.0009	0.0021
O	-0.0006	0.0001	0.0002
O	-0.0007	0.0004	0.0015
O	-0.0005	0.0007	0.0027
O	0.0019	0.0004	0.0003
O	0.0007	0.0005	0.0013
O	0.0015	0.0007	0.0008
O	-0.0006	-0.0004	0.0024
O	-0.0058	0.0039	-0.0017
O	0.0007	0.0011	0.0024
O	-0.0001	-0.0021	0.0023
O	-0.0007	0.0003	0.0046
O	0.0008	0.0013	0.0013
O	0.0008	0.0032	0.0011
O	0.0002	-0.0003	0.0024
O	0.001	-0.0011	0.0012
O	-0.0033	-0.0052	0.0101
O	0.0004	-0.0004	0.0037
O	-0.0001	0.0003	0.0007
O	-0.002	0.0006	-0.0031
O	0.0019	-0.001	0.0042
O	0.0022	0.0018	-0.0004
O	0.0006	0	0.0023
O	0.0009	0.0027	0.0009
O	-0.0013	-0.0014	-0.0033
O	0.0012	-0.0002	0.004
O	0	0.0004	-0.0006
O	-0.0013	-0.0014	-0.0017
O	-0.0027	0.0042	0.0046

The program warned: the cutoff lies below the one the program advises for these potential files; the forces do not sum to zero within the program's tolerance; the exchange-correlation potential is rough where the density is thin.
